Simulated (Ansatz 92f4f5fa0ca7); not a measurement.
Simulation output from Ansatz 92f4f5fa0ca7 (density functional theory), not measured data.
Periodic cell of 226 atoms, Si133O92B1, from a study of silicon, its oxide and their interface. The atomic structure is a simulated model.
Doubt: the cutoff is far below the 930 eV that the study's wrapper takes by default for these files, so forces and energies are approximate.
This geometry differs little from another in the collection (a relaxation step or a small displacement).

Settings: functional PBE; potential files Ansatz PAW; basis plane waves; wave-function cutoff 580 eV; density cutoff ratio 5; exchange-correlation grid ratio 1; k mesh 1 x 1 x 1, Gamma-centred; self-consistency stop 5e-08 eV per atom in the density residual; occupations fixed; spin none; net charge -1 e, with a uniform compensating background and no finite-size correction.

Cell vectors (angstrom)
a 10.938 0 0
b 0 10.938 0
c 0 0 31.9494

Atoms and the computed forces on them: element, x, y, z (angstrom), force x, y, z (eV/angstrom)
Si 10.624 0.0035 24.4357 -0.018 -0.0243 -0.0354
Si 5.0726 0.1272 24.6779 0.0036 -0.0126 -0.0312
Si 2.8128 2.2947 24.5476 -0.0032 0.0105 -0.0217
Si 8.5639 2.4361 24.5789 0.0021 0.0105 -0.0335
Si 10.6998 5.5871 24.3525 0.0205 0.0051 -0.0509
Si 5.1505 5.6146 24.469 0.003 -0.0184 -0.0259
Si 2.9833 7.9538 24.4241 -0.009 -0.0015 -0.0573
Si 8.4072 7.831 24.4299 -0.0041 0.0238 -0.023
Si 1.287 1.1317 25.8584 -0.0014 0.0107 0.0102
Si 6.8111 1.3291 25.7547 -0.0117 0.0033 0.0209
Si 3.9777 4.0113 25.7484 0.0053 -0.0081 0.0129
Si 9.683 4.0212 25.8674 -0.0104 0.0026 0.0169
Si 1.3322 6.7946 25.6834 -0.0144 0.001 0.0246
Si 6.7966 6.7235 25.7691 0.0016 0.0034 0.0061
Si 3.9999 9.4662 25.9699 0.0037 0.0083 0.0163
Si 9.4771 9.4398 25.8128 -0.0024 0.0009 0.0151
Si 2.6333 -0.1338 27.3065 0.0101 0.0002 -0.0039
Si 8.1346 -0.0671 27.1627 0.0296 0.0102 -0.0036
Si 0.0731 2.6551 27.2332 -0.0094 -0.0132 0.005
Si 5.4487 2.7224 27.1301 -0.0179 -0.0122 0.0054
Si 2.6597 5.4161 27.1285 0.0098 0.0182 0.0084
Si 8.1878 5.3711 27.1517 0.0045 -0.0036 0.0208
Si 0.0057 8.153 27.1493 0.0082 0.0028 0.0075
Si 5.5063 8.142 27.206 -0.0045 -0.0052 0.0143
Si 4.0832 1.3246 28.5179 0.0198 0.0129 -0.0095
Si 9.54 1.3161 28.5308 -0.0142 -0.0222 -0.0058
Si 1.3839 4.0665 28.5888 0.0274 -0.008 0.0191
Si 6.8052 4.0617 28.5452 -0.0015 -0.009 0.005
Si 4.0744 6.7759 28.5166 -0.0103 -0.0323 -0.0045
Si 9.5553 6.7807 28.5062 0.0062 -0.0111 -0.0112
Si 1.291 9.4812 28.6471 -0.0313 -0.0352 0.0408
Si 6.8231 9.5383 28.5872 0.004 -0.0075 0.0236
Si -0.0486 -0.0242 29.9588 0.0215 -0.0114 -0.0165
Si 5.4479 -0.0128 29.9248 -0.01 -0.0045 -0.0003
Si 2.7707 2.7109 29.9256 -0.019 0.0116 -0.0049
Si 8.1801 2.7003 29.9025 -0.0137 0.0151 -0.0054
Si -0.0203 5.4388 29.9182 -0.0179 -0.0032 -0.0021
Si 5.451 5.4425 29.9166 0.0078 -0.0074 -0.0016
Si 2.7282 8.139 29.9415 -0.0226 0.0362 -0.0123
Si 8.2224 8.1721 29.9104 -0.0059 0.0051 0.0044
Si 1.3671 1.3684 31.2789 -0.0036 0.0057 -0.0015
Si 6.8148 1.3701 31.2956 0.0156 0.0021 -0.0005
Si 4.115 4.0743 31.3129 -0.0014 -0.0031 -0.0038
Si 9.5409 4.0813 31.2805 0.0065 -0.0056 -0.0051
Si 1.345 6.8061 31.311 0.0047 -0.0067 0.0061
Si 6.8226 6.8396 31.2734 -0.003 0.0093 0.0018
Si 4.0858 9.5547 31.2902 0.0071 -0.0186 0.0012
Si 9.5526 9.5401 31.326 -0.0018 0.0018 -0.0005
Si 2.7391 0.0119 0.7056 -0.0197 0.0141 -0.0081
Si 8.1888 0.0087 0.7002 0 0.0022 0.003
Si 0.0056 2.7476 0.7038 0.0011 0 -0.0076
Si 5.4812 2.7425 0.7638 -0.0087 0.0042 -0.013
Si 2.7413 5.459 0.7077 -0.0117 -0.0043 0.0043
Si 8.1975 5.4876 0.6963 0.007 -0.0089 -0.0093
Si 0.0103 8.206 0.7609 -0.009 -0.0003 -0.014
Si 5.4764 8.2204 0.7217 -0.0039 0.0012 0.0094
Si 4.1001 1.3598 2.1154 0.0066 0.0013 0.0002
Si 9.5951 1.3541 2.0546 -0.0147 0.0125 0.0038
Si 1.353 4.1411 2.082 0.0147 -0.0092 -0.0045
Si 6.836 4.1723 2.0986 0.0238 -0.0116 0.0123
Si 4.0947 6.8444 2.0748 0.0098 -0.0075 0.022
Si 9.5447 6.8461 2.1109 -0.0233 0.022 0.0078
Si 1.3967 9.6076 2.1025 0.0271 -0.0372 0.0148
Si 6.8289 9.6282 2.0893 0.0195 -0.0137 0.0135
Si 0.0208 0.02 3.4785 0.0046 0.0645 0.0049
Si 5.4577 -0.0015 3.5223 0.0342 0.0045 0.0097
Si 2.7138 2.7656 3.4267 -0.0327 0.0061 -0.014
Si 8.2526 2.7801 3.366 0.0322 0.0175 -0.0597
Si 0.0194 5.5252 3.4859 0.0246 -0.0205 0.011
Si 5.4933 5.5681 3.4984 -0.0556 0.0386 0.0142
Si 2.7861 8.255 3.4597 -0.0264 0.0014 -0.0112
Si 8.1823 8.2627 3.4558 0.019 0.0447 0.01
Si 1.3748 1.4263 4.843 -0.0081 0.0136 -0.0171
Si 6.9081 1.4666 4.7397 -0.0148 -0.0529 0.0204
Si 4.0616 4.1542 4.7695 -0.0228 0.0675 0.0049
Si 9.5855 4.105 4.7876 0.0418 -0.0312 0.0071
Si 1.3658 6.9747 4.8463 0.0158 0.0003 -0.0224
Si 6.6922 7.1384 4.8968 0.0148 0.0165 0.0822
Si 4.2243 9.4333 4.9421 0.2723 -0.2765 0.2033
Si 9.6151 9.5732 4.8485 -0.0747 -0.0525 -0.0182
Si 2.7736 -0.0183 6.1023 -0.1087 0.0538 0.0097
Si 8.2201 0.042 6.1073 0.0623 0.0736 -0.0538
Si 0.0123 2.7905 6.293 -0.0176 0.0118 -0.034
Si 5.5152 2.8333 6.0813 0.0024 -0.0096 -0.0126
Si 2.809 5.6559 6.1416 0.0025 -0.0475 -0.077
Si 8.2319 5.6556 5.9317 -0.0135 0.025 -0.0559
Si 0.0412 8.2991 6.3836 0.0146 0.0027 -0.0303
B 5.5077 8.2818 6.233 -0.1994 0.258 -0.4627
Si 4.4203 1.1302 7.2895 0.0227 0.0063 0.1865
Si 9.7663 1.123 7.592 0.0089 0.0292 0.049
Si 1.2219 4.511 7.4635 -0.0156 -0.0308 0.0656
Si 6.6452 4.5784 7.2158 0.0173 -0.0111 0.1284
Si 4.4823 6.904 7.3518 0.0851 0.0518 0.2103
Si 9.7358 6.5841 7.5024 -0.0465 0.0058 0.1106
Si 1.2742 9.9546 7.6809 0.022 -0.0125 0.0844
Si 6.5594 9.7384 7.2279 -0.1558 -0.1678 0.134
O 9.5795 1.2391 23.9908 0.0126 0.0027 -0.0131
O 4.0972 6.8009 23.9515 0.0043 0.0123 -0.0056
O 4.0037 1.2403 24.0461 -0.0024 0.0007 -0.0145
O 9.5264 6.699 23.9042 -0.0012 -0.0025 -0.0092
O -0.0082 5.517 7.9946 0.054 -0.0188 -0.0237
O 5.4978 -0.0193 7.8096 0.1092 -0.0165 -0.0991
O 0.0565 0.0962 8.1234 -0.0387 0.0225 -0.0135
O 5.5785 5.7048 7.8033 -0.0978 -0.0025 -0.0412
O 7.5718 3.9809 8.4351 -0.0154 0.0016 -0.0051
O 8.774 6.9599 8.8204 0.0155 0.0096 -0.0099
O 2.1619 9.5082 9.0464 -0.0271 0.0157 -0.0074
O 8.873 1.6815 8.907 0.0144 -0.0034 -0.0119
O 7.4826 9.2643 8.5462 0.0381 0.0372 0.0577
O 3.6778 1.7821 8.6132 0.0031 -0.012 -0.0482
O 3.7081 7.3887 8.7884 0.0121 -0.0343 -0.0079
O 2.0996 3.9774 8.773 -0.0157 -0.0043 -0.018
O 8.1366 3.4851 23.3636 0.0171 -0.0159 0.0035
O 0.4445 4.9302 22.9621 -0.0244 0.0252 0.0115
O 1.8975 2.7396 23.2469 0.0181 -0.0183 0.0104
O 5.8274 4.9048 23.1324 -0.0265 0.0265 0.0067
O 5.5192 10.0077 23.4963 -0.0212 0.0121 0.0066
O 2.4424 8.6934 23.032 0.0238 -0.0199 0.0175
O 0.1892 10.0731 23.0916 -0.02 0.0224 0.018
O 7.7715 8.5755 23.0815 0.0225 -0.0309 0.0012
Si 8.6599 7.7045 18.4442 -0.0005 -0.0002 0.0061
Si 8.8017 6.3757 13.5951 -0.0057 0.0088 -0.0721
Si 3.8083 1.5508 14.7128 0.0054 -0.0003 -0.0521
Si 2.135 5.7506 17.6224 0.0074 0.0019 -0.0085
Si 2.4143 3.1463 19.4942 0.0065 -0.001 0.0189
Si 9.8085 9.0473 12.003 0.0018 -0.0086 -0.0797
Si 1.3305 9.4238 22.0894 -0.0004 -0.0018 0.0062
Si 9.1936 0.9787 13.1892 -0.0019 -0.0048 -0.0733
Si 1.4299 5.0687 13.0036 0.0006 0.007 -0.073
Si 1.8042 8.2553 12.7259 -0.0058 -0.0001 -0.0778
Si 6.6455 9.5602 22.4283 -0.0092 0.0054 0.0262
Si 4.5338 4.6101 15.6999 -0.0009 -0.0042 -0.0432
Si 8.2082 3.0309 9.5607 -0.0283 0.0158 -0.0561
Si 0.8439 8.2498 19.2668 0.001 -0.0086 0.0153
Si 6.9509 1.3524 21.0858 -0.0031 -0.0015 0.0399
Si 8.1691 8.2622 9.6141 -0.015 0.0139 -0.0719
Si 10.8931 5.2153 15.5865 -0.0012 0.0056 -0.0418
Si 7.5845 9.5058 16.3131 0.0021 0.0094 -0.0333
Si 9.9313 2.0651 20.2899 -0.0015 -0.0015 0.0258
Si 3.2551 8.5583 9.8474 -0.0023 -0.003 -0.0485
Si 6.6993 3.3581 17.4114 -0.0042 0 -0.012
Si 1.1652 0.2114 19.8064 -0.0017 -0.0037 0.0272
Si 3.2536 2.8371 12.2763 0.0114 0.0056 -0.0765
Si 7.2141 5.4022 19.6924 -0.0001 0.0034 0.0221
Si 5.7475 8.6889 11.5425 -0.0015 0.0025 -0.0811
Si 5.7941 6.0974 13.1892 0.0048 0.0098 -0.0763
Si 4.6379 9.7095 17.5961 -0.0009 0.0025 -0.0112
Si 1.0182 3.5989 22.1834 -0.001 -0.0129 0.0115
Si 4.8975 1.4844 18.7935 0.0005 -0.0002 0.0112
Si 3.2336 3.065 9.4854 0.0243 -0.0029 -0.0229
Si 6.4748 10.8329 13.7867 0.0033 -0.0001 -0.0616
Si 10.3655 0.1248 15.9618 0.0017 -0.0057 -0.0314
Si 5.6787 3.6784 11.1412 -0.0079 0.0064 -0.0814
Si 9.8495 3.9052 11.8786 0.0075 0.0084 -0.0603
Si 2.3505 9.9249 15.4926 0.0008 0.0002 -0.0409
Si 6.0712 8.1349 19.7924 0.0009 -0.0036 0.0238
Si 6.9315 3.9741 22.386 0.006 -0.0119 0.0235
Si 9.7625 2.7868 17.3554 0.0007 -0.0018 -0.0124
O 7.2136 6.4027 13.9516 0.0008 -0.0008 0.0286
O 1.8827 7.061 18.6764 -0.0042 0.0085 -0.006
O 10.291 4.0404 16.5016 -0.0033 -0.0073 0.0148
O 6.1789 9.9647 17.0479 -0.0085 0.0023 0.0107
O 10.1671 0.7218 14.4652 0.0055 -0.0004 0.0319
O 8.4448 6.1243 18.8677 -0.0021 -0.004 -0.0104
O 5.1898 0.6989 14.4255 -0.0032 0.0035 0.0255
O 5.7263 2.0619 17.5227 -0.0039 -0.0037 0.0049
O 8.3449 1.9458 20.5359 -0.0052 -0.0038 -0.0214
O 1.9936 4.3044 18.4055 -0.0026 -0.015 -0.0001
O 6.9858 2.8213 10.6526 0.0267 -0.001 0.0262
O 4.8894 2.7365 12.2179 -0.0036 0.0012 0.0384
O 6.032 4.4047 16.3526 0.0065 -0.0039 0.0161
O 4.5871 3.9269 9.9209 -0.0075 -0.0063 0.0261
O 10.6866 2.7783 21.5502 0.0089 0.0074 -0.0131
O 9.7344 6.1753 14.9401 0.006 -0.0045 0.0259
O 6.0044 6.4976 19.8384 0.0007 0.0005 -0.0194
O 4.0855 0.1737 18.2579 0.0014 0.0049 -0.0056
O 9.2828 10.57 12.2723 -0.0038 0.0058 0.0365
O 2.8649 4.3783 12.6908 0.0006 -0.0019 0.04
O 1.9085 10.7057 21.2138 0 -0.0079 -0.0112
O 3.9918 2.7211 19.3787 -0.0032 0.0013 -0.0154
O 0.7438 10.0469 15.9442 -0.0031 0.0015 0.015
O 1.2775 9.8066 18.8371 -0.0002 0.0012 -0.004
O 1.7128 1.6659 19.2764 -0.0019 -0.0011 -0.015
O 8.9593 10.3918 16.4951 0.0008 0.0006 0.0091
O 4.8733 8.5894 18.7721 0.0064 -0.0057 -0.0023
O 9.485 8.8295 10.4203 0.0012 -0.0006 0.0331
O 6.7476 4.0943 18.8615 0.0027 0.0064 -0.0021
O 2.8588 1.741 13.3887 0.0007 -0.0002 0.0341
O 5.8222 8.7846 21.2561 0.0074 0.0094 -0.0056
O 2.5686 2.458 10.8585 0.0087 0.0129 -0.0003
O 7.6074 4.8599 21.1814 -0.0039 -0.0108 -0.0071
O 5.2053 7.5078 12.5711 -0.0003 -0.0003 0.0364
O 0.4462 9.0598 12.3616 0.0011 0.0016 0.0351
O 7.6053 1.0713 13.5856 0.0003 0.003 0.0285
O 7.1275 9.6439 14.7446 0.0051 -0.0028 0.0278
O 8.9862 5.0392 12.6731 0.0044 -0.0057 0.0314
O 8.1015 8.0425 16.9135 0.0062 -0.0084 0.0144
O 6.2149 2.577 21.8946 0.0021 0.0092 -0.0234
O 2.4357 9.0859 14.0447 0.0062 0.0084 0.0376
O 0.4341 4.4937 11.8473 -0.0034 -0.003 0.0381
O 0.8186 8.3196 20.9377 0.0042 0.0102 -0.0038
O 9.4023 3.8291 10.3264 -0.0146 -0.0107 0.01
O 9.6734 2.3984 12.5264 -0.0002 0.003 0.0325
O 7.6196 8.5715 19.3915 -0.0073 -0.0007 -0.0135
O 2.5814 8.115 11.2928 0.0077 0.0032 0.0192
O 3.9902 3.0655 15.371 0.0025 0.0042 0.019
O 0.8514 4.5084 14.4248 -0.0033 0.0008 0.0322
O 10.0583 3.0072 18.9494 0.0018 -0.0057 0.0003
O 9.1737 7.8099 12.8923 -0.0017 -0.0034 0.0354
O 10.5118 0.5422 20.0738 -0.0018 0.0029 -0.0194
O 6.0326 5.0717 11.9224 -0.0003 -0.0016 0.0366
O 8.1589 2.7571 17.0161 0.0017 -0.0009 0.0041
O 3.532 5.4828 16.7211 -0.005 0.0049 0.0118
O 4.6595 9.2074 10.4269 -0.0001 -0.0107 0.0265
O 1.5265 6.6905 13.1476 0.0023 -0.003 0.0345
O 4.7797 5.5033 14.3432 -0.004 -0.0037 0.0342
O 2.0456 3.8531 20.9257 -0.0098 0.0021 -0.0053
O 10.5572 1.4167 16.9474 -0.0006 0.0088 0.0073
O 0.941 6.0744 16.5547 0.0036 -0.001 0.011
O 7.3387 10.9534 21.9284 0.0002 -0.0099 -0.0235
O 5.9239 0.9112 19.9158 0.0128 0.0004 -0.0099
O 6.1082 10.0411 12.4063 0.0022 0.0001 0.0311
O 2.8546 0.5473 15.5664 0.0005 -0.0013 0.0153
O 7.0296 7.9965 10.7769 0.013 0.0071 0.0033
O 10.2447 8.0201 18.6978 0.0061 0.0011 -0.0101
O 3.4616 9.2037 16.5311 0.0083 -0.0026 0.0193

Results
free energy: -137022.940 eV
free energy less fixed offsets of B -154.04, O -568.88, Si -635.61 eV per atom: 4.190 eV

The program warned: the cutoff lies below the one the program advises for these potential files; the exchange-correlation potential is rough where the density is thin.
